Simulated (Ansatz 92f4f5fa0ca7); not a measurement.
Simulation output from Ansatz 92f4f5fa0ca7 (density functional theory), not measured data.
Periodic cell of 226 atoms, Si133O92P1, from a study of silicon, its oxide and their interface. The atomic structure is a simulated model.
Doubt: the cutoff is far below the 930 eV that the study's wrapper takes by default for these files, so forces and energies are approximate.
This geometry differs little from another in the collection (a relaxation step or a small displacement).

Settings: functional PBE; potential files Ansatz PAW; basis plane waves; wave-function cutoff 580 eV; density cutoff ratio 5; exchange-correlation grid ratio 1; k mesh 1 x 1 x 1, Gamma-centred; self-consistency stop 5e-08 eV per atom in the density residual; occupations fixed; spin none; net charge +1 e, with a uniform compensating background and no finite-size correction.

Cell vectors (angstrom)
a  10.938  0  0
b  0  10.938  0
c  0  0  31.9494

Atoms: element, x, y, z (angstrom)
Si  10.6144  -0.01  24.4024
Si  5.0634  0.1208  24.6384
Si  2.8182  2.275  24.5486
Si  8.5622  2.422  24.5475
Si  10.7016  5.5654  24.3641
Si  5.1635  5.6169  24.4319
Si  2.9985  7.95  24.3917
Si  8.4248  7.801  24.3832
Si  1.2723  1.116  25.8339
Si  6.803  1.3195  25.7155
Si  3.9817  4.0181  25.71
Si  9.6784  3.9888  25.8554
Si  1.3525  6.7868  25.6536
Si  6.8106  6.7125  25.7359
Si  4.0012  9.4637  25.9424
Si  9.4752  9.4201  25.7742
Si  2.6369  -0.1404  27.2797
Si  8.1312  -0.0803  27.1214
Si  0.0826  2.644  27.2184
Si  5.4437  2.7089  27.0923
Si  2.6622  5.4055  27.1044
Si  8.1917  5.3656  27.1262
Si  0.0037  8.1404  27.1128
Si  5.5162  8.1382  27.1664
Si  4.0839  1.3211  28.4885
Si  9.5354  1.3008  28.4939
Si  1.3897  4.0606  28.5676
Si  6.8014  4.0512  28.5085
Si  4.0841  6.7724  28.4754
Si  9.5589  6.7731  28.4757
Si  1.2867  9.4702  28.6136
Si  6.8234  9.531  28.5539
Si  -0.0479  -0.0312  29.9225
Si  5.4503  -0.0193  29.8892
Si  2.7737  2.7076  29.898
Si  8.1806  2.6936  29.8637
Si  -0.0184  5.4353  29.8878
Si  5.4561  5.4421  29.8781
Si  2.7349  8.1372  29.898
Si  8.2232  8.1699  29.8736
Si  1.3647  1.3669  31.245
Si  6.8204  1.3611  31.2554
Si  4.1163  4.0813  31.2731
Si  9.5415  4.0771  31.2444
Si  1.3549  6.8061  31.2685
Si  6.8274  6.8381  31.2371
Si  4.0835  9.5552  31.2539
Si  9.5484  9.5386  31.2865
Si  2.7367  0.0138  0.6728
Si  8.1977  0.0117  0.6692
Si  0.006  2.7483  0.6714
Si  5.4862  2.7446  0.7042
Si  2.7393  5.4592  0.675
Si  8.2044  5.4894  0.6611
Si  0.0162  8.2087  0.7039
Si  5.4787  8.2223  0.6789
Si  4.1004  1.3847  2.0623
Si  9.5981  1.3603  2.0299
Si  1.3532  4.1424  2.0538
Si  6.8426  4.1564  2.0452
Si  4.0935  6.8548  2.03
Si  9.5763  6.8441  2.062
Si  1.372  9.6193  2.0594
Si  6.8321  9.6273  2.0465
Si  0.026  0.0439  3.4691
Si  5.4817  0.0446  3.4526
Si  2.7136  2.7736  3.3997
Si  8.2596  2.7878  3.3357
Si  0.0258  5.521  3.4732
Si  5.4715  5.5348  3.4217
Si  2.7416  8.2458  3.3923
Si  8.2403  8.2914  3.3808
Si  1.3737  1.4617  4.8431
Si  6.9104  1.4849  4.7212
Si  4.0588  4.1611  4.75
Si  9.6004  4.0858  4.7806
Si  1.3662  6.9823  4.8349
Si  6.8377  6.9964  4.7265
Si  4.095  9.5788  4.7894
Si  9.6189  9.5858  4.8357
Si  2.757  0.0432  6.134
Si  8.2948  0.1312  6.0865
Si  0.0181  2.8072  6.3047
Si  5.5131  2.8464  6.0619
Si  2.7537  5.6017  6.1291
Si  8.2538  5.6062  5.9539
Si  0.0479  8.315  6.3642
Si  5.5018  8.3103  6.2203
Si  4.4232  1.1919  7.3217
Si  9.8106  1.1608  7.62
Si  1.1796  4.515  7.4986
Si  6.6401  4.5503  7.2421
Si  4.3235  6.7138  7.5339
Si  9.7297  6.6245  7.498
Si  1.2784  9.9505  7.6974
Si  6.7218  9.9767  7.4071
O  9.5909  1.2406  23.9467
O  4.1097  6.7998  23.9175
O  3.9792  1.2307  23.988
O  9.5539  6.6589  23.8465
O  -0.0249  5.5566  8.0087
O  5.5705  0.1362  7.9035
O  0.0698  0.098  8.1412
O  5.531  5.6186  7.8727
O  7.5967  3.9663  8.4312
O  8.7336  7.0642  8.7611
O  2.1772  9.4644  9.034
O  8.8964  1.6902  8.9225
O  7.6206  9.4866  8.7051
O  3.6088  1.8348  8.5916
O  3.5841  7.2321  8.939
O  2.0709  4.0262  8.8085
O  8.164  3.4994  23.3482
O  0.5155  4.8469  22.8864
O  1.8205  2.6936  23.1782
O  5.8359  4.9095  23.0994
O  5.5246  9.988  23.4814
O  2.4505  8.6807  23.0066
O  0.1973  10.0717  23.0661
O  7.7826  8.5433  23.0446
Si  8.6544  7.7001  18.4282
Si  8.7851  6.3645  13.642
Si  3.7945  1.5517  14.7293
Si  2.1469  5.7616  17.6391
Si  2.4326  3.133  19.5015
Si  9.8161  9.0381  12.0928
Si  1.3397  9.4149  22.0709
Si  9.1739  0.9823  13.2078
Si  1.4259  5.0653  13.0356
Si  1.7985  8.2613  12.8158
Si  6.6534  9.5415  22.4126
Si  4.5307  4.6089  15.7034
Si  8.2116  3.0307  9.5854
Si  0.8353  8.2509  19.2516
Si  6.9758  1.351  21.1186
Si  8.2286  8.328  9.6759
Si  10.8832  5.1986  15.6136
Si  7.563  9.511  16.3146
Si  9.9443  2.0516  20.2896
Si  3.2152  8.5186  9.9117
Si  6.6814  3.36  17.4177
Si  1.181  0.1992  19.8117
Si  3.2355  2.8273  12.2961
Si  7.2204  5.3999  19.684
Si  5.7482  8.6817  11.5439
Si  5.7876  6.0886  13.2042
Si  4.6356  9.7143  17.6263
P  1.0315  3.5628  22.1789
Si  4.9147  1.4819  18.8275
Si  3.1985  3.0956  9.5159
Si  6.4502  10.8345  13.7868
Si  10.3473  0.1233  15.9791
Si  5.6645  3.6666  11.1603
Si  9.8418  3.9101  11.9079
Si  2.3446  9.9411  15.5388
Si  6.0764  8.1225  19.7891
Si  6.9494  3.9764  22.3706
Si  9.7478  2.7721  17.3744
O  7.1954  6.386  13.9872
O  1.892  7.0734  18.6833
O  10.283  4.0221  16.5322
O  6.1679  9.9843  17.0665
O  10.1412  0.7469  14.4959
O  8.4453  6.116  18.8487
O  5.1701  0.6967  14.4373
O  5.6709  2.09  17.5323
O  8.3936  1.9771  20.6513
O  2.0192  4.3334  18.4913
O  6.9701  2.8159  10.6486
O  4.8715  2.717  12.2257
O  6.0343  4.4072  16.3517
O  4.566  3.9293  9.945
O  10.7563  2.7938  21.5842
O  9.718  6.1576  14.9869
O  6.009  6.4867  19.8498
O  4.0888  0.1689  18.3315
O  9.2645  10.5596  12.3065
O  2.8568  4.3686  12.7174
O  1.9363  10.7008  21.2091
O  3.9978  2.6982  19.4798
O  0.7313  10.0562  15.9663
O  1.2661  9.8158  18.8302
O  1.6894  1.6876  19.3108
O  8.9406  10.3901  16.5064
O  4.8761  8.5714  18.776
O  9.569  8.768  10.5016
O  6.7349  4.087  18.8728
O  2.8383  1.7322  13.4086
O  5.818  8.7854  21.2457
O  2.5417  2.4628  10.8748
O  7.6355  4.8496  21.1679
O  5.2139  7.4956  12.5639
O  0.4349  9.0744  12.51
O  7.5814  1.0733  13.5884
O  7.1  9.6471  14.7495
O  8.9784  5.0367  12.7103
O  8.079  8.0431  16.9091
O  6.2222  2.57  21.9164
O  2.4633  9.0814  14.1123
O  0.4246  4.5032  11.8773
O  0.8122  8.3236  20.9237
O  9.3892  3.8445  10.3526
O  9.6592  2.3967  12.537
O  7.625  8.5596  19.3949
O  2.5515  8.1713  11.3674
O  3.9813  3.0699  15.3804
O  0.8439  4.497  14.4541
O  10.0657  3.0084  18.9801
O  9.1508  7.8107  12.9645
O  10.5329  0.5427  20.1264
O  6.0293  5.052  11.9464
O  8.142  2.7314  17.0624
O  3.532  5.4678  16.748
O  4.6635  9.1416  10.3902
O  1.5376  6.6856  13.2004
O  4.7581  5.5135  14.3555
O  2.0077  3.8539  20.9947
O  10.5415  1.3973  16.9969
O  0.9319  6.0456  16.5943
O  7.3561  10.9396  21.9378
O  6.0029  0.9344  19.9009
O  6.071  10.0433  12.4042
O  2.8488  0.5639  15.6117
O  7.0525  8.0238  10.78
O  10.243  8.0179  18.6796
O  3.442  9.2208  16.5868

Results
free energy: -137630.511 eV
free energy less fixed offsets of O -568.88, P -755.39, Si -635.61 eV per atom: -2.031 eV

Forces (eV/angstrom), in the order of the atoms: element, x, y, z
Si  -0.0008  -0.0046  0.0062
Si  -0.0084  0.0036  -0.0145
Si  -0.002  0.0077  0.0163
Si  -0.001  -0.0065  -0.006
Si  -0.0068  0.0027  0.0116
Si  -0.001  -0.0027  0.0038
Si  0.0018  -0.0031  -0.0088
Si  -0.0013  0.0039  -0.0062
Si  0.0074  -0.0028  -0.0038
Si  0.0041  0.0046  0.0031
Si  0.001  -0.0105  -0.0023
Si  0.0057  0.0046  -0.002
Si  0.001  0.0008  0.0039
Si  -0.0011  0.0018  -0.0021
Si  -0.0023  0.001  0.0023
Si  -0.0011  0.0046  -0.0017
Si  -0.0058  0.0024  0.0014
Si  0.0042  -0.0044  -0.0011
Si  -0.0026  -0.002  0.0007
Si  -0.0068  0.0054  -0.0038
Si  0.0024  -0.0009  -0.0051
Si  -0.0044  -0.0025  0.0056
Si  0.0017  0.0039  0.0013
Si  0.004  -0.0033  0.004
Si  0.0017  -0.0018  -0.0007
Si  -0.0013  0.0018  0.001
Si  -0.0024  0.0025  -0.0001
Si  0.0035  -0.0005  -0.0014
Si  -0.0002  0.0026  0.0018
Si  -0.0002  -0.0004  0.0009
Si  0.002  -0.0014  -0.0059
Si  -0.0027  0.0009  -0.0028
Si  0.0009  0.0021  0.0004
Si  -0.0013  0.0007  0.0014
Si  0.0005  -0.003  0.0009
Si  0.0008  0.0008  -0.0005
Si  -0.0003  0  0.0019
Si  0.0001  0.0004  -0.0001
Si  0.0018  -0.0005  0.001
Si  0.0006  -0.0026  0.0002
Si  -0.0012  -0.0006  0.0004
Si  -0.0003  0.0001  -0.0006
Si  0.0006  0.0016  0.0004
Si  -0.0005  -0.0013  0
Si  0.0004  0.0002  -0.0002
Si  -0.0006  0.0002  0.0004
Si  -0.0002  -0.0008  -0.0001
Si  0.0002  -0.0001  0.0006
Si  0.0016  0.0006  -0.0005
Si  -0.0006  0.0001  0.0003
Si  0  0.0007  -0.0004
Si  0.0005  -0.0014  0.0008
Si  -0.0008  -0.0001  0.0002
Si  0.001  -0.0001  -0.0009
Si  0.0005  -0.0007  0.0002
Si  -0.0002  0.0006  0
Si  -0.0005  0  0.0002
Si  0.0027  -0.0012  -0.001
Si  -0.0015  0  -0.0001
Si  -0.0016  0.0008  -0.0007
Si  0.0009  0.0008  -0.0008
Si  0.0002  0.0001  0.0001
Si  -0.0015  0.0002  -0.0003
Si  -0.0017  -0.001  -0.0004
Si  -0.0008  0.0004  -0.0018
Si  0.0003  0.0008  -0.0005
Si  0.0014  -0.0004  0.0008
Si  -0.0009  0.0002  0.0035
Si  0.0005  -0.0002  -0.002
Si  0.0006  -0.0003  0.0006
Si  0.0011  -0.0008  0.0007
Si  0.0002  -0.0007  0.0016
Si  0.0013  0.0011  -0.0003
Si  0  0.0008  -0.0006
Si  0.0004  -0.0011  -0.0009
Si  -0.001  -0.0003  -0.0007
Si  -0.0007  0.0013  -0.0005
Si  0.0011  -0.0006  -0.0007
Si  -0.0004  0.0005  -0.0006
Si  0  -0.0018  -0.0003
Si  -0.0006  -0.0013  0.0008
Si  -0.0003  0.0009  -0.0009
Si  0.0003  0.0002  0
Si  0  -0.0002  -0.0006
Si  0.0002  -0.0006  0.0005
Si  -0.0008  0.0005  -0.0005
Si  0.0008  0.0011  0.0001
Si  0.0001  -0.0001  -0.0003
Si  0  0.0004  0.0009
Si  0  0  0.0036
Si  0.0002  0  0.0022
Si  0.0011  -0.0002  0.0009
Si  -0.0003  -0.0002  0.0032
Si  -0.0004  -0.0003  0.0022
Si  0.0007  -0.0011  0.0001
Si  0  -0.0007  0.0032
O  -0.0029  0.0052  0.0009
O  -0.0018  0.0022  0.0011
O  0.0012  -0.0018  -0.0044
O  0.0014  -0.0022  0.0009
O  -0.0002  -0.0009  -0.0011
O  -0.0001  0  -0.0008
O  -0.0003  0.0007  -0.0011
O  -0.0006  0.0001  -0.0012
O  -0.0004  0.0006  -0.0016
O  0.0007  -0.0006  -0.0017
O  -0.0003  0.0005  -0.0006
O  0.0007  -0.0007  -0.0018
O  -0.0005  0.0009  -0.0018
O  0.0006  -0.0004  -0.0013
O  0.0006  -0.0004  -0.0017
O  -0.0008  0.0008  -0.0017
O  0.002  -0.0001  0.0034
O  0.0028  -0.0061  -0.0111
O  0.008  -0.0048  0.0021
O  0.0008  -0.0004  -0.0017
O  0.0001  0.0014  0.0064
O  0.0011  -0.0021  0.0047
O  0.0012  -0.0008  -0.0021
O  0.0006  -0.0008  0.0017
Si  -0.0004  0.0004  -0.0011
Si  0.0001  0.0001  -0.0005
Si  0.0001  0.0001  -0.0011
Si  0.0003  0.0003  -0.0021
Si  0.0002  -0.0006  -0.0033
Si  0.0002  -0.0001  0.0002
Si  -0.0025  0.0015  -0.0006
Si  0.0001  0.0001  -0.0001
Si  0  0.0001  -0.0001
Si  0  0.0001  -0.0001
Si  0.0012  -0.002  -0.0011
Si  0.0003  0.0001  -0.0015
Si  -0.0002  0.0002  0.0008
Si  0  0.0004  -0.0022
Si  -0.0005  -0.0017  0.0004
Si  -0.0003  0  0.0009
Si  0.0001  0.0001  -0.0017
Si  0.0002  0.0002  -0.0014
Si  -0.0002  -0.0012  -0.002
Si  0  0.0003  0.0007
Si  -0.0004  0.0002  -0.0019
Si  -0.0001  -0.0006  -0.0011
Si  0.0001  0.0001  0.0003
Si  -0.0002  0.0003  -0.0012
Si  0.0001  0  0.0003
Si  0  0.0001  -0.0003
Si  0.0002  -0.0002  -0.0017
P  -0.0023  -0.0036  0.0004
Si  0.0003  -0.0006  -0.0018
Si  0.0002  0  0.0011
Si  0  -0.0001  -0.0007
Si  0.0001  -0.0002  -0.0017
Si  0.0002  0.0001  0.0005
Si  0.0001  0  0.0001
Si  -0.0001  -0.0002  -0.0015
Si  0.0003  0.0007  0.0002
Si  -0.0018  0.0024  -0.0013
Si  -0.0006  -0.0005  -0.002
O  0  0  0.0003
O  0  0.0001  0.0009
O  0.0002  0.0001  0.0008
O  -0.0002  -0.0001  0.0008
O  0.0002  -0.0001  0.0007
O  0.0002  0  0.0005
O  -0.0001  0.0001  0.0004
O  -0.0002  -0.0001  0.0008
O  0.0016  0.0008  0.0001
O  0.0001  -0.0006  0.0013
O  0.0001  0  -0.0004
O  -0.0001  -0.0002  -0.0001
O  0  0.0002  0.0007
O  -0.0002  -0.0001  -0.0004
O  -0.0002  0.0029  0.0019
O  0.0001  0  0.0007
O  -0.0001  -0.0005  0.0002
O  0  0.0002  0.0007
O  0  0.0001  -0.0002
O  -0.0001  0  0
O  0.0002  -0.0003  0
O  -0.0008  0.0005  0.0012
O  0.0001  -0.0001  0.0008
O  0  0.0002  0.0006
O  -0.0001  0.0009  0.0012
O  -0.0001  -0.0001  0.0007
O  -0.0002  -0.0002  0.0002
O  0  0  -0.0004
O  0  -0.0001  0.0008
O  0  0  0.0002
O  0.0001  0  -0.0004
O  0  0  -0.0003
O  0.0003  -0.0007  0.0007
O  0  -0.0001  0
O  0  0  -0.0001
O  0  0  0.0001
O  0.0001  -0.0002  0.0005
O  0  0  0
O  0.0001  -0.0001  0.0008
O  0.0003  0.0006  0.0004
O  0.0001  0  0.0004
O  0.0001  -0.0001  -0.0003
O  0.0005  0.0001  0.001
O  0  -0.0001  -0.0004
O  0  0  0
O  0.0002  -0.0003  0.0001
O  0  -0.0002  -0.0002
O  -0.0001  -0.0001  0.0005
O  -0.0001  0.0001  0.0005
O  0.0005  -0.0001  0.0015
O  0.0001  0  0.0001
O  -0.0001  0.0005  0.0003
O  0.0001  0  -0.0001
O  0.0005  -0.0002  0.0009
O  -0.0002  0  0.0009
O  0  -0.0001  -0.0004
O  0.0001  -0.0001  0.0001
O  -0.0001  -0.0001  0.0006
O  0.0008  0.0042  0.0001
O  0.0001  0.0003  0.0012
O  -0.0001  -0.0003  0.001
O  -0.0003  0.0004  0.0001
O  -0.0001  -0.0001  0.0005
O  0.0001  0.0002  0.0001
O  0  0  0.0008
O  0.0002  0  -0.0002
O  0.0004  -0.0002  0.0007
O  0.0003  0.0001  0.0008

The program warned: the cutoff lies below the one the program advises for these potential files; the exchange-correlation potential is rough where the density is thin.
